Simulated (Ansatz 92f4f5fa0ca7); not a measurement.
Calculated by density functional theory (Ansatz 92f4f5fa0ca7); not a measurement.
Periodic cell of 226 atoms, Si134O92, from a study of silicon, its oxide and their interface. The atomic structure is a simulated model.

Settings
functional: PBE
potential files: Ansatz PAW
basis: plane waves
wave-function cutoff: 700 eV
density cutoff ratio: 5
exchange-correlation grid ratio: 1
k mesh: 2 x 2 x 1, shifted by 0.5 0.5 0.5 of a step
self-consistency stop: 5e-08 eV per atom in the density residual
occupations: fixed
spin: none
net charge: 0

Cell vectors (angstrom)
a  10.938  0  0
b  0  10.938  0
c  0  0  32.5261

Atoms: element, x, y, z (angstrom)
Si  -0.2993  0.3096  25.0906
Si  5.7425  -0.202  24.9997
Si  2.5973  3.0684  25.0842
Si  8.4143  2.5583  25.1159
Si  0.3472  5.2868  25.0253
Si  5.2639  5.6944  25.1486
Si  2.9997  7.9192  24.8725
Si  8.0356  8.584  25.1523
Si  1.3874  1.4273  26.3168
Si  6.8181  1.393  26.3868
Si  4.0905  4.1795  26.4903
Si  9.6288  4.1575  26.3383
Si  1.4221  6.8886  26.3446
Si  6.8784  6.8978  26.3594
Si  4.0908  9.573  26.2394
Si  9.574  9.6847  26.489
Si  2.7341  0.0008  27.6714
Si  8.1651  0.0581  27.8075
Si  0.0066  2.7491  27.7371
Si  5.4539  2.7447  27.7548
Si  2.7037  5.523  27.7983
Si  8.2171  5.4862  27.7136
Si  0.0067  8.2155  27.727
Si  5.4448  8.2242  27.7153
Si  4.1018  1.3673  29.1078
Si  9.5708  1.3673  29.1078
Si  1.3673  4.1018  29.1078
Si  6.8362  4.1018  29.1078
Si  4.1018  6.8362  29.1078
Si  9.5708  6.8362  29.1078
Si  1.3673  9.5708  29.1078
Si  6.8362  9.5708  29.1078
Si  0  0  30.4751
Si  5.469  0  30.4751
Si  2.7345  2.7345  30.4751
Si  8.2035  2.7345  30.4751
Si  0  5.469  30.4751
Si  5.469  5.469  30.4751
Si  2.7345  8.2035  30.4751
Si  8.2035  8.2035  30.4751
Si  1.3673  1.3673  31.8423
Si  6.8362  1.3673  31.8423
Si  4.1018  4.1018  31.8423
Si  9.5708  4.1018  31.8423
Si  1.3673  6.8362  31.8423
Si  6.8362  6.8362  31.8423
Si  4.1018  9.5708  31.8423
Si  9.5708  9.5708  31.8423
Si  2.7345  0  0.6835
Si  8.2035  0  0.6835
Si  0  2.7345  0.6835
Si  5.469  2.7345  0.6835
Si  2.7345  5.469  0.6835
Si  8.2035  5.469  0.6835
Si  0  8.2035  0.6835
Si  5.469  8.2035  0.6835
Si  4.1018  1.3673  2.0507
Si  9.5708  1.3673  2.0507
Si  1.3673  4.1018  2.0507
Si  6.8362  4.1018  2.0507
Si  4.1018  6.8362  2.0507
Si  9.5708  6.8362  2.0507
Si  1.3673  9.5708  2.0507
Si  6.8362  9.5708  2.0507
Si  0  0  3.418
Si  5.469  0  3.418
Si  2.7345  2.7345  3.418
Si  8.2035  2.7345  3.418
Si  0  5.469  3.418
Si  5.469  5.469  3.418
Si  2.7345  8.2035  3.418
Si  8.2035  8.2035  3.418
Si  1.383  1.3775  4.7695
Si  6.8958  1.2683  4.7829
Si  4.1249  4.0383  4.8099
Si  9.5133  4.1619  4.7544
Si  1.3976  6.8281  4.8361
Si  6.875  6.8437  4.7766
Si  4.0143  9.6086  4.7567
Si  9.6073  9.4403  4.7916
Si  2.6916  0.0141  6.2272
Si  8.0593  -0.3556  6.1184
Si  -0.1222  2.6945  5.9999
Si  5.5601  2.6451  6.1477
Si  2.6743  5.3428  6.192
Si  8.2678  5.5592  6.242
Si  0.0571  8.1854  6.2996
Si  5.3211  8.1207  5.9823
Si  4.3973  1.0661  7.473
Si  9.5885  1.0319  7.1095
Si  1.0307  4.1538  7.4187
Si  6.6753  4.3138  7.4111
Si  4.3065  6.5377  7.3737
Si  9.9152  6.599  7.7104
Si  1.0159  9.952  7.6128
Si  6.3445  9.4672  7.572
O  5.5046  5.4384  7.6916
O  -0.1594  0.1516  7.8313
O  3.8141  1.7864  8.8351
O  9.5754  7.2068  9.2383
O  -0.9422  8.8581  19.4163
O  7.7757  3.1395  23.7109
O  6.8883  9.6224  24.5519
O  1.4659  4.1604  24.5388
O  11.594  7.8688  10.9278
O  1.5826  3.2855  8.7066
O  1.4175  9.6431  9.1767
O  7.2501  3.8281  8.8989
O  10.9736  5.3501  7.9805
O  5.4024  -0.1602  7.9926
O  4.0506  7.3575  8.8141
O  8.5407  1.66  8.1858
O  5.1774  0.4476  23.5845
O  9.4922  1.4086  24.6536
O  10.7988  6.0816  23.6483
O  5.8007  4.9055  23.8059
O  9.0065  8.1272  23.9061
O  3.5246  2.5219  23.8301
O  2.4361  8.2454  23.3419
O  11.1273  -0.2972  23.6247
Si  1.1757  9.4317  10.7796
Si  -6.0672  4.7492  10.82
Si  3.2086  5.0268  20.6804
Si  8.2984  2.4229  13.2355
Si  1.3703  -3.9554  14.6142
Si  3.7572  5.7003  13.6075
Si  7.2154  4.5366  23.0985
Si  3.9294  1.2421  22.9021
Si  2.912  2.9251  9.5706
Si  5.0435  1.4631  19.9315
Si  4.0454  -1.3153  19.6468
Si  8.1591  2.5709  9.446
Si  5.3353  -3.2837  9.8249
Si  10.6678  0.2225  12.9139
Si  0.7466  4.6738  16.2698
Si  9.9056  -0.9893  18.197
Si  11.9868  0.415  22.4493
Si  4.2313  -0.9887  11.8192
Si  1.2227  2.8943  20.9916
Si  10.0575  3.9096  11.3644
Si  9.3028  -1.2691  15.2512
Si  14.8609  -2.447  14.4865
Si  3.2632  -7.6535  15.0248
Si  6.2599  4.102  20.154
Si  -2.1775  4.6216  15.1599
Si  1.3467  0.2524  19.5564
Si  12.6518  2.4056  12.4274
Si  -4.3317  5.1476  17.4099
Si  10.6345  7.6627  20.3317
Si  5.1541  -8.6764  17.1268
Si  -1.4969  6.8003  23.0804
Si  -1.6639  -3.7145  13.6019
Si  7.3476  -0.1758  17.051
Si  6.0564  1.7544  11.5027
Si  11.5653  5.0225  19.2347
Si  2.6183  7.8543  21.7547
Si  10.1798  -3.907  10.7732
Si  5.4424  -2.7172  17.2486
O  11.7232  -0.3001  21.0068
O  -2.3584  5.8147  14.0441
O  11.1656  0.0329  18.4004
O  13.1834  5.3119  19.3777
O  8.7175  3.699  12.2823
O  4.9857  0.4764  11.5079
O  6.5002  -2.4814  8.9235
O  -3.9245  4.9576  18.9847
O  4.3104  -1.2419  13.4476
O  8.5124  -0.106  18.2225
O  5.232  -0.1728  19.8249
O  -0.5173  5.4438  11.0197
O  -0.0317  -0.6255  11.5128
O  -2.7078  3.1305  14.7108
O  4.9542  -2.2358  11.0244
O  4.1812  6.8037  24.6021
O  7.262  1.5803  10.3955
O  4.3032  1.6947  21.3763
O  4.1371  2.166  15.839
O  2.6957  -0.5496  19.112
O  2.8341  2.8312  13.5203
O  4.5657  -2.2518  15.9568
O  2.2887  8.3382  14.6851
O  2.6275  0.262  22.8447
O  1.2287  -4.699  16.0754
O  8.5799  -2.524  14.4821
O  4.534  7.0997  13.8792
O  1.1237  1.0392  13.0753
O  11.3812  -7.5503  12.155
O  6.6849  -1.6594  17.279
O  9.3792  1.2335  12.9032
O  2.1364  5.9302  13.6261
O  10.454  -0.6968  14.2425
O  1.1809  7.9301  20.9712
O  -2.9822  -5.8557  16.4983
O  -5.2425  3.8131  17.092
O  6.3546  2.4605  19.9582
O  12.8556  3.6237  15.8705
O  5.8928  -4.3074  17.1961
O  13.4209  2.2625  10.9962
O  2.5066  3.7812  21.4746
O  5.5298  3.2893  11.2102
O  8.2526  5.742  23.3572
O  -0.5786  4.4217  15.373
O  -1.3249  -7.8561  10.0204
O  4.7066  4.6128  20.2199
O  13.5644  9.8375  11.4418
O  3.7535  4.3326  9.6887
O  3.243  17.2864  21.6285
O  15.0028  5.1785  12.1372
O  0.3356  4.3587  17.7975
O  10.8594  -3.6641  13.9803
O  7.048  4.4227  21.5118
O  4.3193  1.9539  18.5221
O  6.328  1.1018  17.0441
O  -0.2148  6.3948  19.3202
O  11.0735  3.9641  20.3977
O  9.9938  -1.6868  16.696
O  5.726  -4.8087  10.4111
O  9.6141  7.267  21.5392
O  -1.7975  -3.4475  11.9786
O  -2.8131  -0.177  15.594
O  -4.1328  1.8155  12.959
O  4.5408  8.4777  18.5951
O  4.1712  -6.3056  14.7767
O  12.5739  1.8488  19.7847
O  0.6736  2.0168  22.2608
O  3.6835  8.8938  21.0627

Results
free energy: -137527.237 eV
free energy less fixed offsets of O -569.03, Si -635.61 eV per atom: -4.737 eV

Forces (eV/angstrom), in the order of the atoms: element, x, y, z
Si  -0.0345  -0.0008  -0.0343
Si  0.0146  0.0037  -0.0101
Si  0.005  0.0197  -0.0238
Si  -0.0027  -0.005  -0.0117
Si  0.0031  0.0002  -0.0087
Si  -0.0206  -0.0054  -0.0295
Si  0.0093  -0.0272  -0.029
Si  0.0026  0.019  -0.0192
Si  0.0001  -0.0006  0.011
Si  -0.0086  -0.0122  -0.0106
Si  0.0071  -0.0184  -0.0067
Si  0.0099  0.0007  -0.0047
Si  -0.0025  0.0001  0.0031
Si  -0.0012  -0.0006  0.0172
Si  -0.009  -0.0028  0.0141
Si  0.01  -0.0172  -0.0017
Si  0.0072  -0.0072  0.0164
Si  -0.0115  0.0064  -0.0082
Si  -0.0078  0.0081  -0.0041
Si  0.0084  -0.0077  0.0042
Si  -0.0116  0.0076  -0.0054
Si  -0.0021  -0.0017  0.011
Si  0.0061  -0.0066  -0.0015
Si  -0.0149  0.0106  -0.0043
Si  -0.1254  -0.1815  -0.1911
Si  0.0979  0.3585  0.267
Si  -0.1417  0.0459  0.201
Si  0.1624  0.0801  -0.1536
Si  0.1281  0.3061  0.229
Si  0.0859  0.0233  -0.128
Si  0.167  0.0979  -0.2476
Si  -0.2806  -0.0349  0.0978
Si  -0.0153  0.0506  -0.0438
Si  0.0092  -0.0651  0.0158
Si  -0.0276  0.0105  -0.0312
Si  0.146  0.0403  0.0164
Si  0.0156  -0.0654  0.0237
Si  0.0133  0.0658  -0.0353
Si  0.116  0.0183  0.0082
Si  -0.0145  0.0159  -0.0363
Si  0.012  -0.0024  0.0001
Si  -0.0325  0.0434  -0.0112
Si  0.0403  -0.0476  -0.0045
Si  -0.1144  0.033  0.0093
Si  -0.0311  0.0493  -0.0081
Si  -0.0012  -0.0474  0.0088
Si  -0.06  0.0376  0.0127
Si  0.0279  -0.0298  -0.0002
Si  0.0395  0.012  0.0192
Si  -0.04  0.0241  0
Si  0.0127  -0.0234  -0.0193
Si  -0.0048  0.0146  -0.0057
Si  -0.0115  -0.0125  -0.0043
Si  0.1367  -0.034  0.0166
Si  -0.0276  -0.0027  -0.005
Si  0.0361  -0.0096  -0.0099
Si  0.0082  0.0149  -0.0336
Si  0.0297  0.0743  0.0453
Si  0.0293  0.0057  0.0622
Si  -0.1581  -0.1244  -0.0237
Si  0.0044  0.0278  0.0629
Si  -0.0859  0.0124  -0.0739
Si  -0.0994  -0.1078  -0.0394
Si  -0.0174  -0.0247  0.0567
Si  -0.0363  -0.2582  0.2969
Si  -0.2421  0.0723  -0.0845
Si  0.178  -0.0295  -0.1692
Si  -0.128  -0.1334  -0.0238
Si  0.0586  0.3167  0.0982
Si  0.1258  -0.2126  0.2956
Si  -0.3133  -0.1024  -0.1446
Si  0.2484  -0.3476  -0.4606
Si  0.008  -0.0287  0.0016
Si  -0.0047  -0.0081  0.0105
Si  0.0168  0.0048  0.0147
Si  0.0008  0.0236  -0.0031
Si  -0.0217  -0.0019  0.0034
Si  0.0072  -0.031  -0.0038
Si  0.0072  0.0213  0.0073
Si  0.0041  0.0134  -0.0185
Si  0.0248  -0.0106  -0.0232
Si  -0.0368  0.0095  0.0099
Si  0.0241  0.0095  0.0437
Si  -0.0175  0.0237  -0.003
Si  -0.026  0.0239  -0.0157
Si  0.038  -0.0053  -0.0118
Si  -0.0124  0.0213  -0.0053
Si  0.0374  0.0066  -0.0016
Si  -0.0043  0.0092  0.0215
Si  -0.0014  0.0353  0.0128
Si  0.0062  -0.0136  -0.0071
Si  -0.02  -0.0118  0.0231
Si  0.0543  0.0269  0.0534
Si  0.0087  -0.0183  0.031
Si  -0.0322  0.0099  0.0587
Si  0.0072  0.0108  0.022
O  0.0015  -0.0031  0.0471
O  0.0105  -0.0208  0.0387
O  0.0004  -0.0015  -0.007
O  0.026  -0.0251  0
O  0.007  0.0036  -0.0059
O  0.0031  0.0121  0.0043
O  0  0.0091  -0.033
O  0.0047  -0.0062  -0.0376
O  -0.0327  0.0028  -0.0063
O  0.0125  0.0154  0.004
O  -0.0081  -0.0025  -0.018
O  0.0076  -0.0181  -0.0057
O  -0.0267  0.016  0.0509
O  0.0054  -0.0107  0.0332
O  0.0344  -0.0285  -0.0147
O  0.0299  0.014  0.0069
O  -0.0098  0.0045  0.0002
O  0.0125  0.0011  -0.0322
O  -0.01  -0.0026  0.0036
O  0.0135  0.0099  0.0031
O  -0.0112  -0.0105  -0.0005
O  -0.0139  -0.0207  0.0037
O  0.0138  -0.0118  -0.0102
O  0.0124  0.0246  -0.0012
Si  0.0026  -0.001  0.0082
Si  -0.0021  0.0063  -0.0097
Si  0.0057  -0.0013  0.0005
Si  -0.0063  0.0021  0.0087
Si  0.0007  0.0036  0.0059
Si  0.0039  -0.0063  0.0036
Si  0.0159  0.0074  0.0086
Si  -0.0038  -0.0099  0.0029
Si  0.0004  0.0073  -0.0078
Si  -0.0011  0.0023  0.0011
Si  0.006  -0.0061  -0.0005
Si  0.008  -0.0075  -0.0286
Si  -0.0008  -0.0112  -0.0042
Si  0.0035  -0.0048  0.0041
Si  0.0008  -0.0014  0.0008
Si  -0.0054  -0.0017  -0.0055
Si  0.0124  -0.0014  0.0127
Si  -0.0089  0.0007  0.0131
Si  -0.0025  0.0013  0.0045
Si  0.0003  -0.0033  -0.0102
Si  0.0034  0.0013  0.0022
Si  0.0038  0.0083  0.0038
Si  0.0063  -0.0045  0.0009
Si  0.0116  0.0032  -0.0012
Si  -0.0047  0  0.0052
Si  -0.0021  -0.0034  -0.0025
Si  0.0091  -0.0008  -0.0034
Si  0.0048  0.0021  -0.0017
Si  -0.0096  0.0016  0.0016
Si  -0.0085  -0.009  -0.0062
Si  -0.0122  -0.0136  0.0053
Si  -0.0055  0.0032  -0.0006
Si  0.0131  0.0066  0.0001
Si  0.0097  -0.0015  -0.0001
Si  -0.0046  -0.0039  -0.009
Si  0.0042  0.0039  0.0013
Si  0.0022  -0.0014  0.0056
Si  0  0.006  -0.0006
O  0.0228  0.0263  -0.0011
O  0.0182  0.007  0.0101
O  0.0013  -0.0144  0.0207
O  -0.0214  -0.0095  0.0304
O  0.0117  -0.0192  0.0068
O  0.0042  -0.0037  -0.0027
O  -0.0339  0.0276  -0.0157
O  -0.0198  -0.004  -0.0058
O  -0.0093  -0.0218  -0.0119
O  0.0136  -0.0149  -0.0187
O  -0.0304  -0.0053  -0.0121
O  -0.0142  0.0126  -0.0132
O  0.0117  -0.0048  0.0068
O  0.0016  0.0129  0.0049
O  0.0026  0.01  -0.0039
O  -0.0058  0.0059  -0.0333
O  -0.015  0.0207  0.0192
O  0.0029  -0.0073  0.0089
O  -0.0026  0.0224  0.0062
O  -0.0002  0.0073  0.0286
O  -0.0022  0.0077  0.0172
O  -0.0021  -0.011  -0.0044
O  0.0203  -0.0333  -0.0126
O  -0.0155  0.0329  -0.0204
O  -0.0094  -0.0227  -0.0268
O  0.02  0.0003  0.0003
O  -0.0339  -0.0002  0.0064
O  -0.0232  0.0021  -0.0115
O  -0.0031  -0.0178  -0.0054
O  -0.0257  -0.0037  -0.0016
O  0.0032  0.0039  -0.003
O  0.0186  0.0211  0.0284
O  -0.0183  0.0033  0
O  0.0028  -0.0111  0.0052
O  -0.0145  -0.0099  -0.0058
O  0.0166  -0.0007  0.009
O  -0.0148  0.0224  0.0067
O  0.0057  0.0197  -0.0162
O  0.0114  -0.004  0.0086
O  -0.0046  0.0112  0.0068
O  -0.0102  0.0105  -0.0265
O  -0.0042  -0.0126  0.0054
O  -0.0009  -0.01  -0.0136
O  0.005  0.0157  0.0101
O  -0.003  0.0166  0.0033
O  0.0023  -0.0082  0.0102
O  0.0041  -0.0031  0.0011
O  -0.0009  -0.0211  0.017
O  -0.0159  0.0018  -0.0124
O  0.0093  0.0077  0.0136
O  0.0146  0.0192  0.0038
O  -0.001  -0.0123  0.0023
O  -0.02  -0.0074  -0.0025
O  0.0254  -0.0044  -0.0173
O  -0.0143  0.0069  0.0133
O  0.0217  -0.0101  0.0214
O  0.0327  0.0072  -0.0131
O  -0.0158  0.0282  0.0064
O  -0.0255  -0.0032  0.0135
O  0.029  0.0051  -0.0064
O  0.0259  -0.0114  0.0135
O  0.0139  -0.0234  0.0238
O  0.0114  0.0057  -0.0231
O  0.0089  0.0185  -0.0035
O  -0.0281  0.0058  -0.0211
O  -0.0168  -0.0108  0.0334
O  0.0262  -0.0213  -0.0219
O  -0.0211  -0.0079  -0.0098

The program warned: the cutoff lies below the one the program advises for these potential files; the exchange-correlation potential is rough where the density is thin.
